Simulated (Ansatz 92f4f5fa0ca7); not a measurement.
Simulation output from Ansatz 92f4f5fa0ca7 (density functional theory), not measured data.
Periodic cell of 223 atoms, Si133O90, from a study of silicon, its oxide and their interface. The atomic structure is a simulated model.
Doubt: the cutoff is far below the 930 eV that the study's wrapper takes by default for these files, so forces and energies are approximate.
This geometry differs little from another in the collection (a relaxation step or a small displacement).

Settings: functional PBE; potential files Ansatz PAW; basis plane waves; wave-function cutoff 580 eV; density cutoff ratio 5; exchange-correlation grid ratio 1; k mesh 1 x 1 x 1, Gamma-centred; self-consistency stop 5e-08 eV per atom in the density residual; occupations fixed; spin none; net charge 0.

Cell vectors (angstrom)
a, 10.938, 0, 0
b, 0, 10.938, 0
c, 0, 0, 32.3446

Atoms: element, x, y, z (angstrom)
Si, 0.4666, -0.5537, 24.779
Si, 5.5613, -0.2776, 24.9337
Si, 2.5761, 2.9498, 24.9553
Si, 8.0611, 2.9623, 24.6886
Si, 0.3479, 5.2319, 24.8522
Si, 4.8474, 6.0224, 24.8405
Si, 2.7131, 8.2333, 25.3285
Si, 7.9481, 8.5596, 24.7293
Si, 1.3742, 1.2739, 26.1046
Si, 6.7856, 1.4483, 26.0481
Si, 4.068, 4.2232, 26.2237
Si, 9.5636, 4.1284, 26.1002
Si, 1.278, 6.7796, 26.37
Si, 6.7745, 6.8933, 26.0184
Si, 4.1713, 9.5968, 26.475
Si, 9.5847, 9.5798, 26.1086
Si, 2.7161, 0.0531, 27.6195
Si, 8.1992, 0.0644, 27.4774
Si, -0.0168, 2.6998, 27.4907
Si, 5.4574, 2.7765, 27.5192
Si, 2.7112, 5.4695, 27.6551
Si, 8.1709, 5.5055, 27.468
Si, -0.0853, 8.2243, 27.5914
Si, 5.543, 8.1474, 27.6269
Si, 4.1018, 1.3673, 28.9264
Si, 9.5708, 1.3673, 28.9264
Si, 1.3673, 4.1018, 28.9264
Si, 6.8362, 4.1018, 28.9264
Si, 4.1018, 6.8362, 28.9264
Si, 9.5708, 6.8362, 28.9264
Si, 1.3673, 9.5708, 28.9264
Si, 6.8362, 9.5708, 28.9264
Si, 0, 0, 30.2936
Si, 5.469, 0, 30.2936
Si, 2.7345, 2.7345, 30.2936
Si, 8.2035, 2.7345, 30.2936
Si, 0, 5.469, 30.2936
Si, 5.469, 5.469, 30.2936
Si, 2.7345, 8.2035, 30.2936
Si, 8.2035, 8.2035, 30.2936
Si, 1.3673, 1.3673, 31.6609
Si, 6.8362, 1.3673, 31.6609
Si, 4.1018, 4.1018, 31.6609
Si, 9.5708, 4.1018, 31.6609
Si, 1.3673, 6.8362, 31.6609
Si, 6.8362, 6.8362, 31.6609
Si, 4.1018, 9.5708, 31.6609
Si, 9.5708, 9.5708, 31.6609
Si, 2.7345, 0, 0.6835
Si, 8.2035, 0, 0.6835
Si, 0, 2.7345, 0.6835
Si, 5.469, 2.7345, 0.6835
Si, 2.7345, 5.469, 0.6835
Si, 8.2035, 5.469, 0.6835
Si, 0, 8.2035, 0.6835
Si, 5.469, 8.2035, 0.6835
Si, 4.1018, 1.3673, 2.0507
Si, 9.5708, 1.3673, 2.0507
Si, 1.3673, 4.1018, 2.0507
Si, 6.8362, 4.1018, 2.0507
Si, 4.1018, 6.8362, 2.0507
Si, 9.5708, 6.8362, 2.0507
Si, 1.3673, 9.5708, 2.0507
Si, 6.8362, 9.5708, 2.0507
Si, 0, 0, 3.418
Si, 5.469, 0, 3.418
Si, 2.7345, 2.7345, 3.418
Si, 8.2035, 2.7345, 3.418
Si, 0, 5.469, 3.418
Si, 5.469, 5.469, 3.418
Si, 2.7345, 8.2035, 3.418
Si, 8.2035, 8.2035, 3.418
Si, 1.3004, 1.4225, 4.7204
Si, 6.8915, 1.3497, 4.885
Si, 4.2004, 4.0098, 4.7162
Si, 9.5419, 4.1025, 4.8641
Si, 1.3472, 6.8468, 4.7892
Si, 6.863, 6.792, 4.7461
Si, 4.1268, 9.5628, 4.7275
Si, 9.624, 9.5384, 4.8406
Si, 2.8406, 0.1687, 5.9297
Si, 8.2224, -0.112, 6.2858
Si, -0.0652, 2.6549, 6.2272
Si, 5.5983, 2.833, 6.2705
Si, 2.7136, 5.3181, 5.904
Si, 8.2233, 5.5544, 6.2648
Si, 0.136, 8.251, 6.3183
Si, 5.4135, 8.0965, 6.0278
Si, 3.8632, 1.7255, 7.3627
Si, 9.9505, 0.912, 7.5995
Si, 1.5903, 3.8758, 7.3536
Si, 6.5598, 4.554, 7.6836
Si, 4.1325, 6.5221, 7.2414
Si, 9.3461, 7.1829, 7.6145
Si, 1.5474, 9.9366, 7.4252
Si, 6.8714, 9.1989, 7.4539
O, 10.9825, 5.8937, 23.3716
O, 4.5282, 0.0376, 23.6874
O, 8.0695, 8.1825, 8.0447
O, 2.7223, 2.796, 7.8928
O, 7.1538, 4.0677, 23.8577
O, 1.6768, 9.2633, 24.5269
O, 5.2959, 5.5828, 7.9466
O, 0.3371, -0.0386, 8.0195
O, 7.0365, 4.2197, 9.2354
O, 5.7334, 9.6633, 8.5779
O, 10.0295, 6.5339, 8.9738
O, 2.8702, 9.6152, 8.749
O, 4.3223, 0.9153, 8.7064
O, 1.0318, 4.6969, 8.6568
O, 9.2883, 1.3142, 9.0427
O, 2.9889, 7.0479, 8.2946
O, 7.3875, 6.2299, 22.2374
O, 8.8734, 2.1373, 23.5124
O, 5.0914, 5.4967, 23.3039
O, 3.3205, 2.4087, 23.5847
O, 10.9171, -0.2515, 23.2298
O, 3.7315, 7.2104, 24.4991
O, 1.4389, 4.049, 24.4993
O, 6.7494, 9.6545, 24.3623
Si, 14.628, 1.064, 22.7451
Si, -1.2891, 2.5837, 22.1455
Si, 0.7136, 11.5345, 22.0314
Si, 11.5928, 0.7491, 14.9263
Si, 5.7461, -0.6676, 11.9327
Si, 11.645, 15.7303, 12.6126
Si, 9.3559, 1.5328, 10.663
Si, 5.2649, 4.0315, 19.9693
Si, 9.8033, 8.0334, 13.4682
Si, 10.386, -2.9711, 16.4274
Si, 10.8096, 5.2482, 9.6378
Si, -0.298, 5.4465, 21.831
Si, 8.525, -1.2891, 11.4372
Si, 8.7767, 5.0295, 13.1697
Si, 7.2234, 3.5263, 15.5572
Si, 12.2499, 6.0372, 15.3354
Si, 5.6752, 5.657, 17.3093
Si, 4.4178, 10.3344, 9.2817
Si, 13.4027, 1.4513, 18.669
Si, 9.6631, 0.7548, 19.8236
Si, -1.1217, 2.2549, 16.9493
Si, 12.6085, 9.8706, 17.1654
Si, 5.1557, 1.1068, 20.0242
Si, 3.5681, 7.7362, 16.3992
Si, 13.012, 4.1086, 20.005
Si, -3.6126, 9.6603, 19.7404
Si, 8.3961, 7.4364, 21.8614
Si, 2.5422, 2.3992, 13.3589
Si, 5.6298, -1.4549, 14.8068
Si, 2.8106, 8.0089, 9.6089
Si, -3.5707, -2.6529, 16.9926
Si, 0.7945, 11.6016, 11.9766
Si, 6.4837, 4.9666, 22.6637
Si, 1.5714, -7.1451, 17.1852
Si, 11.1715, 8.7971, 10.9612
Si, 5.4088, 1.3964, 14.0567
Si, 8.1341, 4.0568, 10.4269
O, 8.1412, 2.5496, 11.0348
O, 5.6388, -1.7088, 13.1905
O, 9.8194, 1.5389, 18.4131
O, 3.6716, -6.664, 20.3509
O, -1.3332, 8.9156, 10.4268
O, 0.0867, 0.1852, 20.5737
O, 1.1884, 7.9723, 9.934
O, 15.0469, 2.3675, 13.7901
O, 17.9123, -1.2297, 10.9954
O, 12.5077, 0.1514, 18.252
O, 10.9343, 6.4241, 16.2526
O, 10.2816, -2.3605, 14.9176
O, 7.895, 4.4416, 14.3881
O, 13.2388, 12.1731, 12.2315
O, 6.7808, 6.7779, 16.9574
O, 11.1038, 11.1945, 13.4444
O, 12.9349, 4.6625, 15.8829
O, 19.6751, -0.5259, 19.5169
O, 0.288, 13.099, 22.3009
O, 5.9864, 0.8085, 12.6386
O, 5.6689, 2.5369, 19.4005
O, -1.9723, 1.7901, 20.8927
O, 5.1092, 0.0927, 15.0272
O, 7.9732, 5.0566, 11.7174
O, 12.5401, 2.0656, 14.6645
O, 6.157, 4.1442, 21.3194
O, 1.7581, 4.7244, 18.524
O, 0.9058, 10.2783, 11.0494
O, 3.868, 0.7405, 19.0927
O, 11.3391, 8.8787, 17.374
O, 11.4808, 5.4626, 11.1184
O, 10.8901, 12.7805, 11.1741
O, 3.02, -1.9903, 17.3742
O, 6.0628, 4.3785, 16.3517
O, -2.2479, 8.185, 23.2973
O, 0.9944, 16.8564, 13.7536
O, 10.1696, 4.1528, 12.9984
O, 5.7122, 5.1371, 18.8587
O, 9.5873, 4.186, 21.8758
O, 4.2184, 6.4073, 17.1144
O, 3.9431, 8.0254, 10.651
O, 4.528, -0.3923, 10.8824
O, 7.6284, 8.474, 20.8434
O, 1.8482, 2.444, 19.8686
O, 8.9552, -2.8926, 17.1558
O, -1.1517, 6.7486, 21.2463
O, -2.3217, -1.9408, 12.9178
O, 9.0093, 0.2392, 11.5542
O, -0.652, 12.0987, 15.8209
O, 4.627, 8.3797, 15.3903
O, 8.3731, 2.9286, 16.5754
O, 2.331, -3.6609, 15.4684
O, -4.7389, 10.7949, 20.1359
O, 9.6204, 4.1431, 9.7401
O, 13.4811, 2.47, 17.3723
O, 2.3261, 0.3802, 22.1425
O, 11.0703, 8.113, 12.4326
O, 6.5272, 2.2732, 14.815
O, -1.7889, 6.5535, 13.5721
O, -0.0049, 3.43, 17.0323
O, 11.9977, 4.9263, 21.0281
O, 4.6682, 1.4721, 21.5313
O, 7.021, -1.7607, 15.6522
O, 12.5014, -0.3915, 15.6723
O, 6.8036, -1.916, 18.3375
O, 12.9291, 3.7873, 12.6885

Results
free energy: -135731.544 eV
free energy less fixed offsets of O -568.88, Si -635.61 eV per atom: 3.786 eV

Forces (eV/angstrom), in the order of the atoms: element, x, y, z
Si, -0.0046, 0.005, 0.0097
Si, -0.0008, -0.0011, -0.0097
Si, -0.0001, 0.002, 0.0034
Si, 0.0007, 0.0012, -0.005
Si, 0.0085, -0.0055, -0.0109
Si, 0.0014, 0.0004, 0.0015
Si, -0.0008, -0.0011, -0.0062
Si, 0.0009, -0.0015, 0.0029
Si, 0.001, -0.0027, -0.0034
Si, -0.0004, -0.0005, 0.0031
Si, -0.0008, -0.0008, -0.002
Si, -0.004, 0.0027, 0.0014
Si, -0.0006, 0.001, 0.0031
Si, -0.0011, 0.0005, -0.0025
Si, -0.0001, 0.0009, 0.0022
Si, 0.0046, -0.0013, -0.0031
Si, -0.0021, 0.0023, 0.0017
Si, 0.0005, -0.0001, 0.0026
Si, 0.0024, -0.0028, 0.0043
Si, -0.001, 0.0018, 0.0014
Si, 0.0007, -0.0022, 0.0019
Si, 0.0004, 0.0014, 0.0011
Si, -0.0035, 0.0015, 0.0007
Si, 0.0024, -0.0015, 0.001
Si, 0.0876, 0.541, 0.1465
Si, -0.088, 0.0827, -0.2349
Si, -0.3217, -0.5538, 0.1329
Si, 0.1179, 0.1699, -0.377
Si, 0.1601, -0.0734, 0.4943
Si, -0.6099, -0.0955, 0.0496
Si, -0.1962, 0.0143, 0.0584
Si, 0.51, 0.2341, -0.0617
Si, -0.0193, -0.0678, 0.0029
Si, 0.0601, 0.0322, -0.0679
Si, 0.0133, 0.0078, 0.0448
Si, 0.0788, 0.0115, -0.048
Si, -0.081, -0.1567, -0.0543
Si, -0.0912, 0.0088, 0.0331
Si, 0.0787, -0.0113, -0.0292
Si, 0.0688, 0.0563, 0.0491
Si, 0.057, 0.0218, -0.0199
Si, -0.0533, -0.0125, -0.0258
Si, -0.0065, -0.0113, 0.001
Si, -0.0133, 0.0706, -0.0016
Si, 0.0298, 0.0277, -0.0399
Si, -0.0327, 0.018, -0.0243
Si, -0.0751, 0.0239, -0.0253
Si, 0.005, -0.0348, 0
Si, 0.0532, -0.0433, 0.0153
Si, 0.0044, 0.0091, -0.0121
Si, -0.0025, -0.0282, 0.0295
Si, 0.0043, -0.0036, 0.0274
Si, -0.0062, 0.0214, 0.0012
Si, 0.0402, -0.0296, 0.0055
Si, 0.018, 0.0158, 0.0308
Si, -0.01, -0.0493, 0.0315
Si, -0.1292, -0.03, -0.0317
Si, -0.0124, -0.0512, 0.0293
Si, 0.137, 0.0846, 0.0349
Si, -0.0944, 0.0433, -0.042
Si, -0.0337, -0.0026, 0.0464
Si, -0.0861, -0.0399, -0.017
Si, 0.0263, -0.034, -0.0014
Si, 0.1015, 0.1562, 0.0391
Si, -0.2908, -0.1626, -0.1658
Si, 0.4302, 0.2833, 0.1287
Si, 0.1401, -0.1367, -0.4847
Si, -0.0263, -0.0182, 0.4609
Si, -0.3328, -0.0211, 0.3178
Si, 0.2448, -0.2323, -0.5042
Si, -0.2237, 0.0098, -0.101
Si, 0.3581, -0.061, 0.0937
Si, -0.0086, 0.0032, -0.0028
Si, 0, 0.0019, 0.0015
Si, -0.0015, 0.0007, 0.0001
Si, -0.0044, 0.0013, -0.0016
Si, -0.0012, 0.001, -0.0013
Si, 0.0001, 0.006, -0.004
Si, -0.0053, -0.0012, -0.0037
Si, 0.0014, -0.0008, -0.0015
Si, 0.0133, 0.0026, 0.018
Si, -0.0033, -0.0034, -0.0001
Si, 0.0011, -0.0031, 0.0011
Si, 0.0023, -0.0046, 0.0033
Si, -0.0045, -0.0028, -0.0028
Si, 0.0045, -0.0037, 0.0036
Si, 0.0068, 0.0066, 0.0064
Si, -0.0045, -0.0057, 0.0145
Si, -0.0063, -0.0023, -0.0226
Si, 0.0014, 0.003, 0.0057
Si, 0.0024, 0.0014, 0.0077
Si, 0.006, 0.001, 0.0018
Si, 0.02, 0.0056, -0.0212
Si, 0.0114, -0.0032, 0.005
Si, -0.0222, -0.0208, 0.0063
Si, 0.0013, -0.0028, -0.0009
O, 0.0004, -0.0007, 0.0056
O, 0.0042, -0.0011, 0.0055
O, -0.0104, 0.0053, 0.003
O, -0.009, 0.0023, 0.0025
O, 0.0016, -0.0016, 0.0013
O, 0.0003, 0.0002, -0.0019
O, -0.0118, 0.0108, -0.0011
O, 0.0178, -0.0002, -0.0087
O, -0.0035, 0.0002, -0.0011
O, 0.026, 0.0053, -0.0091
O, -0.0029, -0.0003, -0.0012
O, -0.0641, -0.0114, -0.0278
O, -0.0017, -0.0056, 0.0119
O, 0.0019, -0.0027, 0.0019
O, -0.0007, -0.0012, -0.0052
O, 0.0139, -0.0198, 0.0163
O, 0.001, 0.0006, 0.0004
O, -0.0014, 0.0013, 0.003
O, -0.0004, 0, -0.0002
O, -0.0001, 0.0001, -0.001
O, 0.0012, -0.0012, -0.0011
O, 0.002, -0.0001, 0.0048
O, -0.0058, 0.0023, 0.0039
O, -0.0038, 0.0013, 0.0029
Si, -0.0003, 0.001, 0.0011
Si, 0.0007, -0.0002, 0.0005
Si, 0.0004, -0.0001, 0.0015
Si, 0, 0.0005, -0.0022
Si, -0.0194, 0.0192, -0.0196
Si, -0.0023, -0.0008, -0.0039
Si, 0.0028, -0.0027, -0.0006
Si, -0.0001, 0.0004, -0.0003
Si, 0.0013, 0.0023, -0.0028
Si, 0.0002, 0.0006, 0.0002
Si, -0.0008, 0.0042, -0.0034
Si, 0.0007, 0.0001, -0.0002
Si, 0.0047, 0.0001, -0.004
Si, 0.0043, 0.0009, 0.0013
Si, -0.0003, -0.0001, 0.002
Si, -0.0005, 0.0003, 0.0023
Si, -0.0004, 0.0004, 0.0008
Si, 0.0036, -0.0895, 0.103
Si, -0.0004, -0.0004, 0.0001
Si, 0.0006, 0.0004, -0.0006
Si, 0.0005, -0.0003, -0.0003
Si, 0.0001, 0.0003, 0.0009
Si, -0.0003, 0.0001, -0.0002
Si, -0.0005, 0, 0.0024
Si, 0.0004, 0.0001, -0.0003
Si, 0.0003, 0, -0.0008
Si, -0.0011, -0.0004, 0.0002
Si, -0.0018, -0.0022, -0.0019
Si, -0.0003, 0.002, 0.0042
Si, -0.0771, 0.0348, 0.0075
Si, 0.0003, 0.0006, 0.0013
Si, 0.0002, -0.0043, -0.0036
Si, -0.0002, 0.0015, 0.0008
Si, -0.0003, -0.0004, 0.0012
Si, 0.0066, 0.0014, -0.0121
Si, 0.0022, 0.0002, -0.0023
Si, 0.0077, -0.0041, -0.0022
O, -0.0019, 0.0025, 0.0011
O, -0.0007, -0.0046, -0.001
O, -0.0001, -0.0003, 0.0016
O, 0, 0.0003, 0.0009
O, -0.004, 0.0015, 0.0063
O, -0.0006, 0.0002, 0.0005
O, 0.0388, 0.0043, -0.0037
O, 0.0013, 0.0007, 0.0009
O, -0.0011, -0.0015, 0.0019
O, 0.0002, 0.0004, 0.0004
O, 0.0001, 0.0004, 0
O, -0.0002, -0.0009, 0.0007
O, -0.0006, 0.0011, -0.0007
O, 0.0008, 0.0002, 0.0015
O, 0.0001, 0.0004, 0
O, -0.0003, 0.0018, 0.0037
O, 0.0001, 0.0007, -0.0001
O, -0.0003, -0.0003, 0.0016
O, 0.0002, 0.0005, 0.0001
O, 0.0005, -0.0019, 0.0055
O, 0.0004, 0.0002, 0.0008
O, -0.0003, 0.0004, 0.0008
O, 0.0005, -0.0019, -0.0002
O, -0.0034, 0.0017, 0
O, -0.0001, 0.0002, 0.0016
O, 0.0002, 0.0001, 0.0008
O, 0.0002, 0.0006, 0.0002
O, -0.0028, 0.0031, 0.0056
O, 0.0003, 0, 0.0006
O, 0.0007, 0.0004, 0.0002
O, 0.0019, -0.0021, 0.004
O, -0.0009, 0.0022, 0.0017
O, -0.0002, 0.0005, -0.0003
O, 0.0005, 0.0001, -0.0001
O, -0.0009, 0.0008, 0.0006
O, 0.0017, 0.0018, 0.0003
O, -0.0011, 0.0003, 0.0015
O, 0, -0.0002, 0.001
O, -0.0005, 0.0005, 0.0005
O, 0.0002, 0.0004, -0.0001
O, 0.0506, 0.0661, -0.0615
O, 0.0362, 0.0096, 0.0082
O, 0.0003, 0.0003, 0.0009
O, 0.0001, 0.0002, 0.0007
O, -0.0003, 0.0003, 0.0004
O, 0.0002, -0.0001, 0.0012
O, -0.0003, -0.0007, 0.002
O, -0.0003, 0.0001, 0.0022
O, -0.0003, 0.0007, 0.0013
O, 0.0008, 0.0007, -0.002
O, 0.0004, 0.0002, 0.0008
O, 0.0006, -0.0002, -0.0015
O, 0.0001, 0.0005, 0.0012
O, -0.0025, 0.0003, 0.0017
O, 0, 0, 0.0003
O, 0.0005, 0.0003, 0.0001
O, -0.0017, -0.0001, 0.0046
O, -0.0013, -0.0005, 0.0003
O, -0.0005, -0.0015, 0.0006
O, 0.0007, 0.0006, 0.0007
O, -0.0004, 0.0004, 0.0011
O, -0.0004, -0.0004, 0.002
O, -0.0005, 0, -0.0006
O, 0.0004, -0.0002, 0.0001
O, 0.0007, 0, 0.0003
O, 0.001, 0.0021, 0.0009

The program warned: the cutoff lies below the one the program advises for these potential files; the forces do not sum to zero within the program's tolerance; the exchange-correlation potential is rough where the density is thin.
